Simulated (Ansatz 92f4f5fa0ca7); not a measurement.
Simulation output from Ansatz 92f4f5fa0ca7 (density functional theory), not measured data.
Periodic cell of 252 atoms, Si144O100N8, from a study of silicon, its oxide and their interface. The atomic structure is a simulated model.
Doubt: the cutoff is far below the 930 eV that the study's wrapper takes by default for these files, so forces and energies are approximate.

Settings
functional: PBE
potential files: Ansatz PAW
basis: plane waves
wave-function cutoff: 580 eV
density cutoff ratio: 5
exchange-correlation grid ratio: 1
k mesh: 1 x 1 x 1, Gamma-centred
self-consistency stop: 5e-08 eV per atom in the density residual
occupations: fixed
spin: none
net charge: 0

Cell vectors (angstrom)
a	10.938	0	0
b	0	10.938	0
c	-2.638	-4.898	34.7724

Atoms and the computed forces on them: element, x, y, z (angstrom), force x, y, z (eV/angstrom)
Si	-1.4407	-5.8117	27.0738	0.2442	0.1153	-0.0801
Si	1.1721	-3.1239	27.4993	-0.0794	0.1334	-0.3232
Si	-1.0846	-1.0152	27.4235	0.1508	-0.0445	-0.328
Si	1.9644	-9.3299	26.8304	0.3778	-0.1149	-0.1393
Si	-6.5449	-6.5086	27.2729	0.0954	0.0274	-0.162
Si	-3.8542	-3.7194	27.1014	0.0676	-0.1536	-0.1525
Si	3.995	-0.7475	27.5232	0.0807	-0.1786	-0.2533
Si	-4.2288	-8.5581	27.3437	-0.0325	-0.0513	-0.1294
Si	0.0417	-4.8268	28.6531	0.0267	-0.0462	-0.268
Si	2.7467	-2.1007	28.8943	0.0044	-0.0463	-0.1101
Si	0.1611	-10.2469	28.4592	-0.0899	-0.0184	-0.3747
Si	2.8313	-7.7338	28.5104	0.0142	0.1259	-0.2505
Si	-5.3816	-4.8686	28.5577	-0.0544	0.0057	-0.2006
Si	-2.67	-2.2209	28.6286	-0.0902	-0.0779	-0.1639
Si	5.614	0.6048	28.5888	0.0542	0.1718	-0.1729
Si	-2.5713	-7.4516	28.5675	-0.0523	0.0501	-0.2
Si	-1.3112	-3.5306	30.0366	-0.0883	-0.0206	0.0782
Si	1.366	-0.6721	30.0468	0.0979	0.1386	0.0284
Si	-1.2521	-8.9387	29.9014	-0.0857	-0.0817	-0.0335
Si	1.4546	-6.2939	29.9092	0.0401	0.0252	0.0115
Si	4.194	-3.5449	30.0077	0.0885	-0.0578	0.036
Si	6.9416	-0.7912	29.9619	-0.0223	-0.018	0.0936
Si	4.1974	1.9251	29.9758	-0.0135	-0.1608	0.0169
Si	-4.0046	-6.2124	29.9833	-0.0151	0.1288	-0.0101
Si	-2.638	-4.898	31.3542	-0.2142	0.0238	0.5398
Si	0.0965	-2.1635	31.3542	-0.4367	0.2806	0.1998
Si	-2.638	-10.367	31.3542	0.2757	0.1397	-0.4802
Si	0.0965	-7.6325	31.3542	0.059	0.0649	-0.3097
Si	2.831	-4.898	31.3542	-0.037	-0.4679	-0.2308
Si	5.5655	-2.1635	31.3542	0.0463	0.0745	-0.0983
Si	2.831	0.571	31.3542	-0.0103	0.2885	0.3575
Si	5.5655	-7.6325	31.3542	0.0018	0.107	-0.2075
Si	1.3673	-1.3673	3.418	-0.5718	-0.3488	0.0198
Si	4.1018	1.3673	3.418	-0.188	0.1831	-0.4719
Si	1.3673	4.1018	3.418	0.4078	-0.3161	-0.3118
Si	4.1018	-4.1018	3.418	0.1764	0.1447	0.1482
Si	6.8362	-1.3673	3.418	0.0489	-0.3145	0.2919
Si	-1.3673	1.3673	3.418	-0.1935	-0.1999	0.0986
Si	6.8362	4.1018	3.418	0.3336	0.0415	-0.0328
Si	-1.3673	-4.1018	3.418	0.114	0.2867	0.1689
Si	2.541	0.1609	4.6911	0.1891	-0.0349	0.0181
Si	5.5662	2.6282	4.7328	0.0359	-0.0805	-0.11
Si	2.87	5.3341	4.7496	0.1282	-0.2427	0.0067
Si	5.3924	-2.6518	4.846	0.2139	0.0644	0.1567
Si	-2.656	-0.1136	4.8346	0.2683	-0.0816	0.0976
Si	-0.0197	2.7637	4.7459	-0.0788	0.1765	0.0286
Si	8.2726	5.4455	4.7947	-0.2002	-0.0507	0.0035
Si	-0.0259	-2.7404	4.8807	-0.0897	0.0369	-0.0205
Si	1.1751	1.372	6.1587	-0.1146	-0.0202	0.3414
Si	4.2167	3.826	6.1635	-0.329	0.1066	0.1981
Si	1.441	-4.2624	5.9669	-0.055	0.3157	0.243
Si	3.9239	-0.9639	6.0959	-0.1293	0.046	0.2714
Si	-3.9575	1.3416	6.1006	-0.0444	0.3011	0.2574
Si	-1.2461	4.1261	6.1928	0.3209	0.126	0.4412
Si	6.7674	-4.2929	6.1364	-0.1137	-0.0744	0.2372
Si	-1.4292	-1.4286	6.4906	-0.2337	-0.0373	0.6261
Si	-0.2056	0.399	7.9362	0.0329	-0.2487	0.0918
Si	2.5344	2.7374	7.4497	-0.1445	-0.0281	0.0702
Si	0.4835	-5.727	7.5921	-0.2403	-0.2087	-0.0837
Si	2.7653	-2.762	7.1338	0.0465	-0.124	0.0809
Si	5.4495	0.4308	7.6479	0.2826	-0.2871	0.0769
Si	-2.5265	2.6399	7.4726	0.0843	-0.0737	-0.1769
Si	5.8728	4.7971	7.4868	0.02	0.3182	0.0989
Si	-3.1195	-3.1173	7.9136	0.0492	0.3153	-0.1592
Si	-1.2708	-6.2653	32.7214	-0.0295	-0.0087	-0.0364
Si	1.4637	-3.5308	32.7214	0.0251	0.0228	-0.0642
Si	-1.2708	-11.7343	32.7214	0.0456	-0.069	0.0491
Si	1.4637	-8.9998	32.7214	0.1322	0.0522	0.005
Si	4.1982	-6.2653	32.7214	-0.0456	-0.017	0.0073
Si	6.9327	-3.5308	32.7214	0.0798	0.0103	0.0375
Si	4.1982	-0.7963	32.7214	-0.0222	-0.0628	-0.0459
Si	6.9327	1.9382	32.7214	0.0188	0.0219	-0.0534
Si	0.0965	-4.898	34.0887	-0.1019	-0.0058	-0.0215
Si	2.831	-2.1635	34.0887	0.0697	0.0342	-0.0009
Si	0.0965	-10.367	34.0887	0.0379	0.0413	-0.0392
Si	2.831	-7.6325	34.0887	-0.0608	-0.031	-0.0152
Si	5.5655	-4.898	34.0887	-0.0424	-0.0001	-0.0274
Si	-2.638	-2.1635	34.0887	-0.0646	0.0615	0.0093
Si	5.5655	0.571	34.0887	-0.0288	0.0117	-0.0158
Si	-2.638	-7.6325	34.0887	0.0462	0.0075	-0.0035
Si	1.3673	1.3673	0.6835	0.0987	-0.015	0.0145
Si	4.1018	4.1018	0.6835	-0.1441	-0.0116	0.017
Si	1.3673	-4.1018	0.6835	-0.0239	-0.0369	-0.0036
Si	4.1018	-1.3673	0.6835	0.148	-0.0183	0.0254
Si	6.8362	1.3673	0.6835	-0.011	0.0314	0.0199
Si	-1.3673	4.1018	0.6835	0.0344	-0.0723	0.0485
Si	6.8362	-4.1018	0.6835	0.0269	-0.0138	-0.0096
Si	9.5708	-1.3673	0.6835	-0.0275	0.0463	0.0184
Si	0	0	2.0507	-0.0551	-0.0788	-0.0605
Si	2.7345	2.7345	2.0507	0.09	0.1123	-0.1387
Si	0	-5.469	2.0507	0.1101	0.1564	0.0562
Si	2.7345	-2.7345	2.0507	-0.1098	-0.0584	0.0528
Si	5.469	0	2.0507	-0.1407	-0.0555	0.0557
Si	8.2035	2.7345	2.0507	-0.0977	-0.0363	-0.0278
Si	5.469	5.469	2.0507	0.1757	0.1223	0.0132
Si	8.2035	-2.7345	2.0507	-0.0842	-0.0895	0.0126
Si	7.3729	8.4158	16.583	0.0356	-0.0079	0.0095
Si	1.1652	7.2445	9.6908	0.1459	-0.0532	-0.0664
Si	3.7011	4.9882	14.1776	0.0026	-0.0015	-0.0511
Si	8.2065	0.6858	25.2666	0.1451	-0.0424	-0.114
Si	12.3179	-0.6112	22.2359	-0.0967	0.0184	0.0493
Si	-0.4945	-2.616	23.1205	0.0733	0.0486	-0.031
Si	-0.4157	-6.637	21.444	0.016	-0.1131	0.048
Si	5.1847	-2.3531	8.5538	0.0776	-0.2412	-0.2229
Si	-0.5767	5.0983	10.5392	0.0579	-0.0929	0.1474
Si	5.1335	2.4838	13.3526	-0.003	0.0545	0.1675
Si	-2.8262	-0.6545	18.8099	-0.0577	0.0223	0.1823
Si	-4.7626	1.5838	10.5576	-0.156	-0.0579	0.2422
Si	0.2924	2.6358	11.9865	-0.0016	0.1055	-0.0991
Si	0.3129	-0.9554	10.6604	0.054	-0.2336	0.0538
Si	12.7266	0.433	19.5606	-0.0234	-0.0583	0.2299
Si	0.0085	5.6232	24.2935	-0.1103	0.2393	-0.2379
Si	-9.2394	-5.7602	19.4676	0.0535	-0.0209	0.0878
Si	5.8366	6.2952	9.9753	0.1906	-0.015	0.1557
Si	-3.3363	-8.445	15.0055	-0.0205	-0.021	-0.0954
Si	2.0529	-1.4775	13.1385	0.1506	-0.1353	-0.0096
Si	3.385	6.9895	11.8244	-0.1746	-0.0167	0.1566
Si	7.1535	10.4143	14.4469	-0.0264	0.073	-0.0724
Si	3.8733	7.1052	18.8649	-0.0084	-0.0407	0.1006
Si	-0.6684	1.138	17.6283	0.069	0.0406	0.0103
Si	8.9669	-2.9734	20.468	-0.0081	0.0732	0.146
Si	3.0396	1.5039	23.834	0.0628	-0.3011	-0.2494
Si	6.4689	-4.4532	20.2066	0.1523	0.0068	0.0355
Si	-1.8547	1.0555	10.3045	0.131	-0.0099	-0.0215
Si	-9.5821	4.948	16.3072	0.1513	-0.0238	-0.0794
Si	7.3524	-0.9778	11.5127	0.0026	0.0052	0.1291
Si	3.1382	-12.1154	17.4246	-0.0499	0.0139	0.0144
Si	-0.258	2.6039	15.0079	-0.0721	-0.0283	-0.0799
Si	-1.5639	-3.2274	10.5118	-0.1461	-0.1086	0.1321
Si	4.7149	-4.1954	16.0999	-0.0245	-0.0299	-0.0701
Si	8.271	3.4996	17.7632	-0.027	-0.0159	0.0774
Si	4.1364	-1.2289	11.0916	0.0616	-0.1734	0.1788
Si	2.2089	1.0439	10.0463	-0.1052	0.2712	-0.0156
Si	2.8138	-4.7383	25.217	-0.1722	0.0723	0.1431
Si	9.5668	0.1984	22.9384	0.0508	-0.0866	-0.1643
Si	8.5505	6.3775	18.0727	-0.023	0.0153	0.0946
Si	2.1999	2.9367	21.3094	-0.0423	-0.1362	0.036
Si	4.2448	-0.0366	14.779	-0.002	0.018	-0.0493
Si	5.6073	-11.0282	23.6055	-0.1353	0.1677	-0.2697
Si	-3.9084	0.8684	21.1712	0.0214	-0.0377	0.1772
Si	7.6443	4.1699	9.7949	-0.0928	0.2298	0.0173
Si	5.0026	8.2933	25.0708	0.0422	0.2403	-0.0852
Si	1.8383	-3.0432	15.6425	0.0021	0.0184	-0.1767
Si	-3.5026	-7.2	20.6337	0.0579	-0.0871	0.1122
N	3.2528	8.6788	12.1638	0.0547	0.0782	-0.0672
O	-2.7959	-2.3743	11.1633	0.1142	-0.0127	-0.048
O	4.8743	6.6869	11.226	0.1512	-0.0848	-0.1899
O	1.6572	-5.337	24.2189	0.1443	-0.01	0.0757
O	-2.6661	-4.7881	26.6443	-0.0509	-0.0306	0.1774
O	-1.2004	-0.4103	10.6152	-0.2876	0.0382	0.0022
O	3.8888	8.6388	18.3347	0.0312	0.0219	0.0331
O	4.2966	-3.3319	7.5535	-0.0447	0.0625	0.1556
O	-2.0787	-11.3737	26.2368	0.1093	-0.0047	0.1851
O	-4.9589	7.7218	16.1769	0.0129	-0.0184	0.0226
O	6.5911	3.0385	13.8533	0.0601	0.0014	0.0013
O	2.9081	0.2605	26.8286	-0.0819	0.1743	0.1636
O	2.1619	1.9594	25.1584	-0.3757	0.0898	0.812
N	0.2826	5.8365	9.222	0.2165	-0.1987	-0.4902
N	-1.5594	1.4942	8.5993	0.0908	0.0151	-0.1995
O	4.5172	1.5509	14.5474	-0.0171	-0.018	-0.0005
O	9.3668	1.183	24.224	-0.0983	-0.0037	0.1396
N	-4.4944	7.6348	9.1048	0.2825	0.2854	-0.3036
O	-0.5198	7.1842	24.2726	0.0347	-0.0779	0.0892
O	-0.5552	-5.9746	22.9215	0.0261	-0.0021	0.1121
O	9.1279	2.7789	14.5477	-0.0047	0.0151	0.0456
O	2.6716	4.2217	20.4051	-0.0441	0.0543	-0.0255
O	-6.6384	6.1642	17.5783	0.0528	-0.0316	0.0156
O	2.6412	-6.3562	15.3524	-0.0325	-0.0053	0.0522
O	-4.1977	-19.4135	21.3603	0.0209	0.0935	-0.0909
O	4.1271	3.7492	13.2203	-0.0157	-0.0067	-0.0471
O	7.1543	-1.6774	17.9734	-0.0552	-0.0202	-0.0708
O	-1.9129	-3.5485	8.9231	-0.0272	-0.0802	0.0341
O	3.337	0.1717	10.8675	-0.0213	0.1142	-0.0349
O	2.5263	0.1134	23.1138	0.0531	0.1384	0.1048
O	2.9931	2.7266	22.7275	0.004	0.035	0.1233
O	5.4019	1.2871	9.1239	-0.0011	-0.2506	-0.5181
O	7.1499	-5.4089	10.5337	0.1138	-0.2077	0.0116
O	-3.513	-3.331	20.9209	-0.0651	-0.0589	-0.0433
O	-1.1166	2.0008	11.4366	-0.2096	-0.1047	-0.0634
O	0.099	-2.0353	26.7772	-0.0789	-0.0758	0.6523
O	-1.4662	7.0102	19.2485	0.0033	-0.0427	-0.0898
O	6.9957	0.0178	24.43	0.0325	-0.0178	0.0874
O	-1.3311	-4.627	11.3448	-0.061	-0.0289	-0.1085
O	5.5616	-0.8338	14.239	-0.0319	-0.0299	0.0146
O	0.5336	2.3772	13.5905	-0.0017	-0.0506	-0.0021
O	8.5624	-3.6134	16.7637	-0.0301	0.0002	-0.0051
O	5.7173	-1.1911	11.4792	-0.1161	0.0191	-0.02
O	1.0377	-2.0495	22.9288	-0.0654	-0.0183	0.0161
O	2.3954	-4.2835	19.3923	0.024	0.0373	-0.0312
O	0.9686	-0.732	12.1614	-0.095	0.1073	-0.1894
O	11.3489	0.8535	18.8081	-0.0727	0.0041	-0.0992
O	-4.5241	-3.294	25.6214	0.1276	-0.0407	0.3502
O	1.0298	6.5516	16.0984	-0.0623	0.0306	0.052
O	9.0217	-7.0763	21.004	0.0235	0.0595	-0.0116
O	1.6722	-0.8103	20.6386	0.0096	0.077	-0.1165
O	2.0117	-14.7617	26.2906	0.087	-0.0725	-0.077
O	-3.0511	-1.6212	15.361	0.0234	-0.0187	-0.0003
O	3.9605	-3.7907	24.545	-0.0278	-0.0094	0.0326
O	7.3689	0.8986	15.1868	0.0048	-0.033	0.068
O	0.1804	-6.9488	15.7357	-0.0223	0.0615	0.0565
O	9.5058	2.4998	18.0312	0.0141	0.0236	0.0161
O	-3.5858	-7.7581	16.4603	-0.0095	0.0345	0.0103
O	-2.4621	-10.3736	21.823	0.0467	-0.0091	-0.0041
O	4.9213	6.9478	20.1072	-0.0399	0.0148	-0.0225
N	0.9971	0.0019	9.3611	-0.465	0.1468	-0.4456
O	7.8667	-0.5917	13.0089	0.0124	-0.045	-0.0893
O	4.4874	-1.7805	26.3478	-0.0393	0.1086	0.1096
O	1.3114	-2.5079	14.1796	-0.0147	0.0207	0.0755
O	3.4437	-3.3435	15.5112	0.0422	0.0361	0.0072
O	5.1127	-5.6771	8.9157	-0.079	-0.0466	-0.0562
O	5.5568	-7.5534	26.6751	-0.054	-0.0146	0.5794
O	0.5917	3.029	21.6058	-0.0175	0.093	-0.0353
O	4.0692	-1.9004	9.6155	-0.0313	0.0808	-0.1122
O	-4.3185	-5.8512	21.0438	-0.0628	0.0487	-0.022
O	1.5503	3.9803	7.8708	-0.001	0.1032	-0.0929
O	2.8631	-0.3496	13.9838	-0.0105	0.0644	0.0571
O	2.4666	1.6411	20.3841	0.03	0.034	-0.0711
O	2.8782	1.9654	8.8785	0.0305	0.1253	-0.3244
O	6.9683	2.992	10.6555	0.0986	0.0247	-0.0811
O	0.2582	4.2462	11.6529	-0.057	-0.0902	-0.0509
N	0.062	-2.6241	10.4568	-0.0286	0.2902	-0.0299
O	-4.8414	-1.0803	8.0259	-0.145	-0.0245	-0.048
O	3.5971	-5.9758	25.9236	0.0632	-0.0801	0.2512
O	9.0421	4.9236	17.6121	0.0312	0.0286	-0.0072
O	9.0021	-1.4342	19.9448	0.0036	-0.0117	-0.0666
O	9.4441	-1.365	23.4519	-0.0183	-0.0028	0.0609
O	9.1394	-0.0337	17.7086	0.0167	0.002	-0.0607
O	-3.9136	-4.6518	18.6731	-0.0453	-0.0454	-0.062
O	5.0052	-5.3686	14.9976	-0.0226	0.0233	0.0727
O	2.8142	0.0537	18.3968	0.0619	-0.013	-0.1227
O	0.2694	5.2316	20.272	0.0331	0.026	-0.0591
O	4.5919	1.0746	24.1792	0.0236	0.0234	0.1069
O	4.1041	-11.4187	16.3243	0.0118	-0.0064	0.0903
O	-0.9633	-3.2422	21.6953	-0.0356	-0.022	-0.0876
O	-0.5735	-6.0553	25.6406	-0.2554	-0.1407	0.4164
O	5.127	-1.6315	23.7982	-0.0233	-0.2396	0.1683
O	7.2772	3.4763	19.0385	-0.0468	0.0334	-0.1433
O	3.085	6.0961	13.1483	-0.0118	0.0076	-0.0334
O	0.0924	-10.548	22.2974	-0.0386	0.0231	0.0167
O	1.8054	8.1342	8.4853	0.0072	-0.0096	-0.0321
N	7.2549	3.8695	8.1433	0.0224	-0.1834	-0.1891
O	1.5576	2.0306	11.1736	0.1711	-0.0791	-0.0455
O	-1.6685	4.1128	9.8224	-0.0881	0.1193	0.109
O	7.1393	0.4079	19.6027	0.0291	-0.0386	-0.1287
O	1.7728	9.1034	16.7573	-0.0412	-0.0061	0.0188
O	-5.6913	1.6782	11.9299	0.103	-0.0323	-0.3023
O	5.8522	0.1002	21.9938	0.0072	-0.0389	0.0573
O	1.5516	4.6396	17.9131	-0.045	-0.019	-0.0278
O	2.2903	-4.3237	10.6879	0.042	0.027	-0.0443
O	-0.0749	-9.5814	16.0958	-0.0016	-0.0195	0.0188
O	-3.304	-8.9686	26.0445	-0.0075	-0.0204	0.1273
N	-3.4585	0.4903	10.6237	0.3168	0.0846	-0.1519

Results
free energy: -151494.839 eV
free energy less fixed offsets of N -385.13, O -568.88, Si -635.61 eV per atom: 2.041 eV

The program warned: the cutoff lies below the one the program advises for these potential files; the exchange-correlation potential is rough where the density is thin.
